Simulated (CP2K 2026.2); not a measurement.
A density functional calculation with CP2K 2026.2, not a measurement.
Periodic cell of 505 atoms, Si360O143H2, from a study of silicon, its oxide and their interface. The atomic structure is a simulated model.
Doubt: the forces sum to 1.61 eV/angstrom along one axis rather than to zero, so they err by at least 0.0032 eV/angstrom per atom on average; the grid cutoff is modest.

Settings
functional: PBE
method: Gaussian and plane waves
basis set: DZVP-MOLOPT-SR-GTH
pseudopotentials: GTH-PBE
grid cutoff: 350 Ry, relative cutoff 50 Ry
k points: Gamma only
occupations: fixed
spin: none
net charge: 0

Cell vectors (angstrom)
a 16.32 0 0
b -0.0001 16.3202 0
c -1.9761 6.8214 34.0711

Atoms and the computed forces on them: element, x, y, z (angstrom), force x, y, z (eV/angstrom)
Si 1.657 14.684 0.019 -0.188 0.021 -0.18
Si 4.197 1.174 0.14 -0.095 0.14 -0.074
Si 1.275 4.421 0.034 -0.088 -0.042 -0.12
Si 4.368 6.616 0.166 -0.045 0.047 -0.074
Si 1.046 9.857 0.074 0.06 -0.033 -0.095
Si 1.969 19.318 34.041 -0.16 -0.053 0.138
Si 4.515 22.112 33.9 0.224 -0.021 -0.273
Si 9.667 1.22 0.029 -0.056 -0.06 -0.305
Si 6.479 4.337 0.024 -0.096 0.022 -0.231
Si 9.246 7.169 0.101 0.049 0.041 -0.381
Si 7.045 9.236 0.37 -0.007 0.095 -0.17
Si 7.933 18.839 34.045 -0.071 0.045 -0.344
Si 11.993 15.482 0.277 -0.035 -0.154 -0.426
Si 14.631 1.654 0.325 0.067 -0.039 -0.478
Si 12.434 3.849 0.136 0.013 0.093 -0.452
Si 15.245 6.522 0.02 0.018 -0.015 -0.125
Si 12.065 9.757 0.117 0.044 -0.046 -0.204
Si 13.1 18.873 33.971 -0.063 0.188 -0.177
Si 2.676 16.305 1.436 0.033 -0.114 -0.144
Si 5.374 2.789 1.431 0.026 -0.14 -0.227
Si 2.729 5.529 1.499 0.14 0.049 -0.251
Si 5.505 8.069 1.65 -0.008 -0.022 -0.257
Si 2.729 10.941 1.356 -0.036 0.087 -0.212
Si 5.502 13.656 1.298 -0.103 0.045 -0.189
Si 8.101 16.346 1.32 -0.093 -0.026 -0.288
Si 10.813 2.76 1.437 0.07 -0.103 -0.189
Si 8.114 5.488 1.343 -0.08 0.026 -0.168
Si 10.858 8.234 1.452 0.019 0.011 -0.187
Si 8.267 10.961 1.389 0.065 -0.123 -0.186
Si 10.928 13.648 1.378 -0.04 0.234 -0.193
Si 13.478 16.528 1.727 -0.024 -0.041 -0.024
Si 0.085 2.781 1.36 -0.105 0.191 -0.155
Si 13.605 5.471 1.389 0.102 0.028 -0.133
Si -0.037 8.201 1.389 -0.032 0.052 -0.245
Si 13.582 10.974 1.425 0.019 -0.008 -0.276
Si -0.065 13.637 1.291 0.088 -0.06 -0.139
Si 1.34 1.385 2.778 0.035 -0.025 -0.004
Si 4.024 4.098 2.843 -0.021 -0.034 0.097
Si 1.37 6.918 2.813 -0.035 0.08 0.065
Si 4.074 9.559 2.775 -0.095 0.092 -0.034
Si 1.326 12.296 2.759 -0.035 -0.026 -0.066
Si 4.105 14.975 2.763 0.144 0.028 0.08
Si 6.801 1.426 2.752 0.009 0.015 0.041
Si 9.47 4.157 2.745 0.019 0.003 0.082
Si 6.86 6.734 2.931 -0.076 -0.089 0.185
Si 9.557 9.609 2.844 0.052 0.1 0.141
Si 6.844 12.304 2.713 -0.098 -0.006 -0.034
Si 9.453 14.961 2.731 -0.006 0.027 -0.029
Si 12.099 1.511 2.987 -0.027 0.114 0.26
Si 14.989 4.134 2.792 -0.01 -0.097 -0.019
Si 12.236 6.843 2.762 0.046 -0.045 -0.007
Si 14.902 9.543 2.773 0.041 -0.05 0.084
Si 12.283 12.364 2.807 0.053 -0.019 0.127
Si 14.944 15.024 2.774 0.114 -0.135 -0.056
Si -0.016 16.367 4.154 -0.034 0.022 0.063
Si 2.679 2.725 4.191 0.074 0.05 0.028
Si 0.01 5.52 4.175 -0.061 -0.038 -0.094
Si 2.718 8.254 4.197 -0.006 -0.032 0.022
Si -0.026 10.908 4.149 0.062 0.063 -0.143
Si 2.716 13.641 4.156 -0.042 -0.01 -0.141
Si 5.443 16.375 4.15 -0.073 -0.057 -0.131
Si 8.145 2.781 4.158 -0.028 -0.048 -0.075
Si 5.409 5.428 4.238 0.13 -0.009 -0.011
Si 8.187 8.217 4.211 -0.001 -0.009 -0.044
Si 5.452 10.95 4.1 -0.004 -0.034 0.029
Si 8.132 13.641 4.165 0.05 0.036 -0.007
Si 10.768 16.335 4.202 0.06 0.051 -0.062
Si 13.597 2.827 4.234 -0.019 0.047 -0.047
Si 10.86 5.493 4.136 0.018 -0.001 -0.009
Si 13.567 8.196 4.173 -0.014 0.103 -0.003
Si 10.923 10.982 4.191 -0.075 -0.099 -0.045
Si 13.624 13.688 4.198 -0.024 -0.055 0.015
Si 1.314 14.991 16.532 0.068 0.026 0.042
Si 4.084 17.742 16.534 -0.019 -0.031 0.03
Si 1.351 4.141 16.519 -0.017 0.021 -0.001
Si 4.083 6.866 16.514 0.003 -0.031 0.013
Si 1.331 9.603 16.507 -0.038 0.015 0.004
Si 4.065 12.326 16.52 -0.019 0.032 0.011
Si 6.794 15.015 16.538 -0.015 0.004 0.037
Si 9.516 17.735 16.564 0.023 0.022 0.063
Si 6.798 4.131 16.541 0.028 -0.024 0.052
Si 9.534 6.882 16.557 -0.045 -0.065 0.067
Si 6.8 9.58 16.543 0.023 -0.026 0.034
Si 9.504 12.287 16.573 -0.018 0.005 0.036
Si 12.219 15.012 16.573 -0.016 -0.01 0.058
Si 14.934 17.739 16.54 0.02 -0.005 0.026
Si 12.234 4.152 16.558 0.016 0.006 0.054
Si 14.94 6.877 16.529 -0.018 0.039 0.02
Si 12.21 9.562 16.559 0.026 0.036 0.057
Si 14.94 12.309 16.565 -0.024 -0.024 0.06
Si 2.698 16.357 17.853 -0.001 -0.048 0.056
Si 5.465 19.073 17.933 0.001 0.067 -0.017
Si 2.745 5.482 17.871 -0.036 0.042 -0.013
Si 5.405 8.25 17.898 0.055 -0.048 0.041
Si 2.635 11.024 17.86 0.063 -0.082 -0.009
Si 5.456 13.639 17.913 -0.056 0.033 0.085
Si 8.13 16.38 17.929 0.034 -0.07 -0.035
Si 10.908 19.081 17.937 -0.094 0 0.074
Si 8.159 5.513 17.895 0.029 0.074 0.085
Si 10.865 8.23 17.994 0.016 0.013 -0.027
Si 8.179 10.885 17.957 -0.054 0.077 0.014
Si 10.838 13.664 17.957 0.06 -0.037 0.056
Si 13.606 16.364 17.939 -0.039 0.081 -0.032
Si -0.038 19.131 17.886 0.05 -0.037 0.099
Si 13.563 5.566 17.928 0.037 -0.075 0.004
Si 0.003 8.225 17.885 -0.021 0.045 0.07
Si 13.584 10.914 17.914 -0.019 -0.008 0.069
Si -0.044 13.675 17.976 0.003 -0.013 -0.009
Si 1.3 17.687 19.203 -0.095 -0.024 -0.145
Si 4.075 4.109 19.26 0 0.013 -0.03
Si 1.424 6.887 19.217 0.057 -0.064 -0.085
Si 4.001 9.678 19.176 -0.027 0.082 -0.174
Si 1.324 12.324 19.347 0.023 0.005 0.033
Si 4.074 15.026 19.249 -0.014 0.027 -0.054
Si 6.805 17.715 19.351 -0.011 0.005 -0.011
Si 9.537 4.157 19.273 0.001 0.017 -0.137
Si 6.773 6.874 19.267 0.052 -0.053 -0.038
Si 9.495 9.538 19.421 -0.054 -0.009 -0.028
Si 6.806 12.247 19.299 0.012 -0.038 -0.14
Si 9.471 15.048 19.335 -0.038 0.021 -0.028
Si 12.291 17.724 19.335 0.035 0.028 -0.051
Si 14.96 4.236 19.265 0.072 0.017 -0.1
Si 12.246 6.908 19.385 0.004 -0.021 -0.017
Si 14.976 9.57 19.297 0.025 0.029 -0.01
Si 12.186 12.235 19.294 -0.043 -0.059 -0.147
Si 14.901 15.011 19.377 0.007 -0.02 0.016
Si -0.047 16.419 20.7 0.139 0.119 0.249
Si 2.708 18.986 20.523 0.152 0.009 0.186
Si 0.115 5.537 20.6 -0.035 0.075 0.227
Si 2.72 8.333 20.554 -0.197 -0.076 0.28
Si -0.021 10.942 20.726 -0.09 -0.05 0.299
Si 2.713 13.713 20.666 0.073 0.026 0.305
Si 5.405 16.351 20.699 -0.082 -0.032 0.283
Si 8.196 19.113 20.661 0.153 0.008 0.107
Si 5.408 5.492 20.619 0.033 -0.019 0.119
Si 8.066 8.194 20.774 -0.068 -0.058 0.289
Si 5.319 10.955 20.605 0.059 0.135 0.247
Si 8.143 13.598 20.687 0.039 0.008 0.166
Si 10.884 16.386 20.709 0.045 -0.041 0.132
Si 13.642 19.203 20.652 -0.03 -0.001 0.248
Si 10.863 5.519 20.705 -0.126 -0.036 0.123
Si 13.682 8.222 20.758 0.142 0.018 0.262
Si 10.889 10.887 20.78 0.098 0.04 0.192
Si 13.51 13.576 20.675 -0.009 -0.053 0.183
Si 1.557 15.286 22.012 0.083 0.044 0.053
Si 3.768 17.491 22.022 0.024 -0.066 0.057
Si 1.268 20.214 21.841 -0.11 0.057 0.05
Si 4.255 7.145 21.837 0.087 0.021 0.254
Si 1.196 9.392 22.068 -0.001 0.049 0.146
Si 4.283 12.564 22.035 -0.058 -0.039 0.118
Si 6.543 14.722 21.989 -0.008 0.032 0.217
Si 9.926 18.151 21.978 -0.117 -0.122 0.414
Si 6.92 20.589 21.96 -0.051 0.064 0.28
Si 9.156 6.477 22.042 0.022 0.125 0.378
Si 6.349 9.372 21.989 -0.009 -0.105 0.321
Si 9.665 12.432 22.101 -0.055 0.036 0.254
Si 11.879 14.636 21.996 0.003 0.217 0.239
Si -1.058 18.152 21.994 -0.309 -0.208 0.147
Si 12.139 20.392 22.061 0.04 -0.034 0.257
Si -0.939 7.085 22.045 0.024 -0.026 0.044
Si 12.543 9.792 22.125 -0.033 -0.12 0.286
Si 14.678 12.07 22.076 0.062 -0.016 0.105
Si 13.959 20.134 26.737 -0.122 -0.08 0.411
Si 7.203 18.271 28.886 -0.088 -0.033 -0.185
Si 6.674 11.202 26.822 -0.339 0.049 0.446
Si 12.122 8.404 24.974 0.13 0.235 0.593
Si 1.209 13.947 29.438 0.074 -0.162 -0.423
Si 5.92 14.16 26.863 -0.012 -0.085 0.355
Si 5.55 18.8 24.248 -0.079 0.129 0.316
Si 7.187 16.1 24.741 -0.001 -0.146 0.629
Si 4.672 20.964 26.121 0.032 0.361 0.357
Si 0.943 15.328 32.035 -0.129 -0.229 -0.31
Si 13.726 5.715 24.349 0.033 -0.108 0.272
Si 2.487 11.253 24.314 0.197 -0.143 0.291
Si 3.261 17.353 32.141 0.285 -0.031 -0.307
Si 11.097 14.913 29.007 0.065 0.063 -0.426
Si 2.605 6.209 24.404 -0.42 0.142 0.738
Si 12.209 9.655 29.581 -0.014 -0.118 -0.311
Si 11.954 15.141 31.911 0.042 0.156 -0.534
Si 0.86 9.663 31.864 0.071 -0.003 -0.485
Si -0.641 14.479 27.18 -0.122 0.04 0.363
Si 4.826 6.493 30.954 0.064 -0.053 -0.619
Si 8.394 19.806 31.268 -0.181 0.074 -0.737
Si 5.704 9.204 31.842 0.202 -0.058 -0.353
Si 13.482 10.607 26.876 0.117 0.098 0.266
Si 3.808 10.313 27.131 0.192 -0.122 0.401
Si 8.987 19.66 26.805 -0.024 0.09 0.23
Si 11.373 20.807 28.473 -0.196 0.108 -0.268
Si 11.998 6.539 32.192 -0.1 0.226 -0.43
Si -1.666 21.831 31.267 0.175 -0.041 -0.584
Si 2.067 11.076 29.438 0.009 0.084 -0.553
Si 8.152 13.328 31.208 -0.146 0.033 -0.619
Si 8.009 15.23 28.916 0.072 0.022 -0.215
Si 7.339 10.838 29.911 0.095 0.135 -0.357
Si 12.481 15.671 24.844 -0.168 -0.083 0.605
Si 4.331 17.823 29.455 0.019 0.046 -0.513
Si 0.894 16.951 26.64 0.123 0.02 0.383
Si 9.773 17.295 24.931 0.18 0.055 0.539
Si 12.763 17.025 30.006 0.219 0.12 -0.573
Si 12.729 13.554 26.974 0.084 -0.148 0.273
Si -1.404 8.274 30.081 -0.136 0.163 -0.553
Si 9.973 11.125 31.113 0.15 -0.205 -0.563
Si 14.766 17.554 25.011 0.234 0.126 0.523
Si 3.301 15.502 27.712 0.011 -0.006 -0.045
Si 7.503 5.825 26.358 0.029 -0.092 0.276
Si 1.549 19.099 28.771 -0.166 0.062 -0.169
Si -1.267 19.261 29.498 -0.034 -0.172 -0.279
Si 9.342 7.789 24.774 -0.299 -0.245 0.773
Si 10.484 7.285 29.573 -0.126 -0.075 -0.507
Si 7.676 6.127 29.556 0.141 0.192 -0.282
Si 2.947 21.77 28.55 -0.013 0 -0.181
Si 8.098 10.57 24.152 -0.052 0.122 0.407
Si 2.202 7.907 26.773 0.005 0.069 0.304
Si -0.128 9.637 27.619 -0.016 -0.023 0.056
Si 0.206 13.455 24.248 -0.104 0.139 0.294
Si 11.436 19.313 31.212 0.09 -0.058 -0.537
Si 1.355 15.015 5.531 0.06 -0.006 -0.035
Si 4.072 1.388 5.551 0.012 0.022 -0.045
Si 1.346 4.13 5.552 -0.016 -0.002 -0.036
Si 4.067 6.858 5.557 0 0 -0.021
Si 1.342 9.59 5.559 -0.015 -0.007 -0.024
Si 4.085 12.279 5.52 -0.037 0.016 -0.043
Si 6.782 15.013 5.544 0.017 0.025 -0.078
Si 9.467 1.413 5.568 -0.035 -0.02 -0.01
Si 6.79 4.094 5.584 -0.078 -0.021 0.008
Si 9.538 6.849 5.563 0.022 0.043 -0.02
Si 6.784 9.588 5.527 -0.002 -0.02 -0.029
Si 9.513 12.304 5.549 0.018 0.009 -0.046
Si 12.212 15.022 5.549 0.003 0.005 -0.03
Si 14.952 1.41 5.551 -0.075 -0.027 -0.028
Si 12.214 4.173 5.57 0.072 0.019 -0.004
Si 14.946 6.86 5.552 0.028 -0.018 -0.043
Si 12.241 9.579 5.562 0.014 0.015 -0.054
Si 14.961 12.286 5.548 0 -0.003 -0.05
Si 2.709 16.361 6.924 -0.006 -0.002 0.009
Si 5.419 2.746 6.944 0.05 -0.01 0.012
Si 2.706 5.494 6.927 0.011 -0.007 -0.004
Si 5.434 8.223 6.917 -0.008 0.009 -0.012
Si 2.717 10.943 6.917 0.01 -0.012 0
Si 5.424 13.648 6.91 -0.015 0.008 0.014
Si 8.123 16.369 6.939 -0.008 0.041 0.021
Si 10.857 2.778 6.92 0.048 -0.035 -0.012
Si 8.157 5.486 6.924 -0.013 0.009 -0.002
Si 10.882 8.219 6.936 -0.014 -0.012 0.012
Si 8.147 10.938 6.912 0.002 -0.011 0.007
Si 10.866 13.659 6.93 0.001 -0.005 0.009
Si 13.576 16.381 6.921 0.005 0.025 -0.001
Si -0.013 2.772 6.927 0.002 0.023 0.013
Si 13.587 5.515 6.94 -0.062 0.02 0.019
Si -0.014 8.22 6.926 0.004 0.002 0.005
Si 13.6 10.937 6.93 0.009 -0.019 0.006
Si -0.002 13.655 6.913 0.005 -0.018 0.005
Si 1.351 17.732 8.296 0.006 0.017 0.001
Si 4.066 4.131 8.3 0.005 0.018 -0.002
Si 1.345 6.856 8.299 -0.008 -0.021 0.002
Si 4.07 9.578 8.293 -0.011 -0.013 0.009
Si 1.356 12.301 8.294 0.014 0.025 0
Si 4.068 15.003 8.298 -0.008 0.003 -0.004
Si 6.776 17.721 8.323 -0.046 -0.033 0.012
Si 9.508 4.131 8.307 -0.011 0.01 -0.009
Si 6.794 6.856 8.289 0.007 0.012 0.002
Si 9.505 9.578 8.292 -0.012 -0.014 -0.006
Si 6.789 12.297 8.29 0.007 -0.005 -0.003
Si 9.502 15.017 8.301 0.029 0.028 0
Si 12.221 17.742 8.296 0.013 0.001 0.008
Si 14.945 4.137 8.3 -0.013 -0.025 -0.008
Si 12.234 6.867 8.318 0.047 0.027 0.007
Si 14.953 9.579 8.306 0.005 0.012 0.006
Si 12.229 12.296 8.297 -0.021 -0.011 0.004
Si 14.945 15.015 8.283 -0.017 -0.008 0
Si -0.018 16.375 9.665 0.003 0.004 -0.002
Si 2.706 2.775 9.675 0.004 0.001 0
Si -0.014 5.496 9.675 0.008 0.013 -0.006
Si 2.709 8.218 9.669 0.005 0 0.002
Si -0.006 10.943 9.671 0.003 -0.017 -0.004
Si 2.707 13.655 9.677 -0.003 -0.008 0.002
Si 5.418 16.361 9.686 0.022 0.02 0.005
Si 8.145 2.77 9.679 0.001 0 0.002
Si 5.431 5.497 9.667 -0.007 -0.006 -0.001
Si 8.149 8.217 9.668 -0.001 -0.001 0.004
Si 5.429 10.938 9.669 -0.006 0 -0.002
Si 8.146 13.654 9.673 -0.006 0 -0.004
Si 10.864 16.379 9.672 -0.005 -0.001 0.003
Si 13.584 2.777 9.673 -0.007 0.009 0.004
Si 10.869 5.497 9.677 0.005 -0.004 0.003
Si 13.592 8.226 9.685 -0.018 -0.006 0.013
Si 10.864 10.938 9.668 0.009 -0.003 -0.002
Si 13.586 13.661 9.666 0.015 0.001 0.003
Si 1.341 15.019 11.043 0.001 0.004 -0.005
Si 4.065 17.735 11.05 -0.014 -0.007 -0.001
Si 1.346 4.136 11.049 0.001 -0.003 0.003
Si 4.072 6.859 11.044 -0.006 -0.002 0
Si 1.349 9.579 11.045 0.007 0.002 -0.003
Si 4.07 12.297 11.047 -0.002 0.003 -0.004
Si 6.789 15.01 11.055 -0.014 0.002 0.003
Si 9.508 17.735 11.054 0.002 0.005 0
Si 6.79 4.138 11.047 0.005 0.001 -0.002
Si 9.509 6.859 11.046 -0.005 -0.004 -0.003
Si 6.79 9.577 11.044 0.001 -0.006 -0.001
Si 9.508 12.298 11.047 -0.005 -0.002 0.004
Si 12.225 15.018 11.045 0.001 0.006 0.002
Si 14.944 17.735 11.046 0.002 -0.001 0
Si 12.227 4.136 11.051 0.011 0 -0.001
Si 14.949 6.859 11.052 -0.002 0.003 0.002
Si 12.222 9.583 11.048 0.008 0.003 0.004
Si 14.945 12.301 11.041 -0.005 0.006 -0.001
Si 2.7 16.379 12.418 0.008 0.018 -0.008
Si 5.433 2.774 12.421 -0.001 0.005 -0.004
Si 2.708 5.501 12.419 0.009 -0.006 -0.01
Si 5.435 8.217 12.422 -0.011 0.013 -0.001
Si 2.709 10.938 12.419 -0.009 -0.003 -0.007
Si 5.427 13.655 12.427 0.007 -0.017 0.004
Si 8.153 16.369 12.428 -0.01 0.009 -0.001
Si 10.866 2.778 12.428 0.001 -0.005 0.005
Si 8.154 5.496 12.421 -0.006 0.01 -0.001
Si 10.866 8.221 12.422 0.006 -0.001 0.002
Si 8.148 10.938 12.421 0.006 -0.004 -0.007
Si 10.869 13.656 12.425 -0.002 0.009 0.001
Si 13.578 16.38 12.424 0.009 -0.008 -0.004
Si -0.015 2.774 12.423 0 0.012 -0.001
Si 13.587 5.498 12.421 -0.012 -0.001 -0.003
Si -0.017 8.227 12.423 0.015 -0.018 0.003
Si 13.577 10.948 12.417 0.005 -0.011 -0.001
Si -0.023 13.664 12.418 0.008 0.001 -0.001
Si 1.343 17.732 13.798 0.017 -0.024 -0.001
Si 4.073 4.139 13.789 -0.018 0 -0.008
Si 1.346 6.866 13.791 -0.016 0.026 -0.007
Si 4.075 9.584 13.792 0.013 -0.025 -0.005
Si 1.339 12.301 13.781 0.022 -0.013 -0.005
Si 4.063 15.025 13.788 -0.023 0.024 -0.007
Si 6.798 17.737 13.797 0 -0.005 -0.001
Si 9.513 4.143 13.803 -0.007 -0.004 0.001
Si 6.802 6.859 13.795 0.018 -0.036 -0.003
Si 9.511 9.585 13.798 -0.022 -0.003 0.006
Si 6.792 12.298 13.797 -0.025 0.022 0.002
Si 9.513 15.011 13.807 0.018 -0.011 -0.004
Si 12.221 17.738 13.806 -0.013 0.027 -0.005
Si 14.944 4.138 13.795 0.019 -0.005 -0.008
Si 12.225 6.858 13.793 0.024 -0.012 -0.001
Si 14.931 9.589 13.79 -0.026 0.033 -0.001
Si 12.223 12.298 13.807 0.008 -0.008 0.008
Si 14.932 15.016 13.799 0 0.009 0.003
Si -0.027 16.375 15.169 0.008 0.028 -0.011
Si 2.715 19.096 15.159 0.012 0.025 -0.005
Si -0.018 5.507 15.162 0.01 -0.035 0
Si 2.708 8.231 15.158 0.007 -0.015 0.003
Si -0.036 10.96 15.156 0.016 -0.03 -0.011
Si 2.695 13.665 15.149 0.003 -0.008 -0.012
Si 5.434 16.375 15.162 -0.018 -0.006 -0.003
Si 8.162 19.093 15.176 -0.002 0.021 -0.007
Si 5.442 5.492 15.16 -0.002 0.032 -0.011
Si 8.161 8.221 15.173 -0.007 0.022 -0.018
Si 5.432 10.943 15.172 -0.001 -0.007 0.011
Si 8.154 13.645 15.18 -0.008 -0.012 -0.002
Si 10.868 16.372 15.187 -0.013 -0.009 0.001
Si 13.58 19.106 15.173 0 -0.016 0.003
Si 10.873 5.505 15.18 -0.004 0.001 -0.007
Si 13.572 8.227 15.164 0.007 -0.027 -0.022
Si 10.864 10.938 15.186 0.019 0.017 -0.012
Si 13.577 13.66 15.187 0.01 0.011 -0.005
O 3.676 11.938 23.44 -0.077 -0.152 -0.369
O 3.437 12.331 33.536 -0.183 -0.115 0.704
O -1.051 12.824 23.426 0.034 0.128 -0.252
O 12.453 19.344 32.494 0.316 -0.043 0.578
O 5.328 8.182 22.612 -0.05 0.158 -0.763
O 11.074 8.668 28.936 -0.069 0.187 0.22
O 12.675 15.289 23.285 0.056 -0.143 -0.519
O 12.972 12.062 26.38 0.122 0.122 -0.103
O 9.787 6.823 23.545 -0.035 0.02 -0.634
O 8.879 6.97 33.586 -0.084 -0.111 0.392
O 8.061 13.486 32.812 -0.172 -0.119 0.42
O 5.013 10.392 32.717 -0.288 -0.021 0.169
O 9.319 17.561 23.395 -0.088 -0.032 -0.377
O 1.289 12.307 24.583 0.03 0.105 0.191
O 11.945 9.065 23.495 0.022 0.025 -0.488
O 10.975 15.934 32.946 0.019 0.24 0.385
O 8.936 17.597 33.518 0.056 0.107 0.543
O 12.592 13.862 32.669 -0.012 -0.107 0.309
O 0.234 10.861 32.782 -0.23 0.283 0.457
O 8.655 16.225 25.474 -0.305 0.094 -0.303
O 11.679 9.651 33.762 -0.09 -0.089 0.304
O 6.121 15.071 33.593 0.072 -0.175 0.496
O 0.396 14.648 30.65 0.082 0.106 0.615
O 7.495 19.63 32.622 -0.228 -0.263 0.56
O 0.112 8.252 22.64 0.117 -0.02 -0.342
O 1.332 18.377 27.318 -0.231 0.058 0.022
O 10.988 7.231 31.114 0.157 0.011 0.474
O -0.899 22.11 32.663 0.283 0.024 0.482
O 13.614 10.94 22.703 0.128 -0.053 -0.38
O 13.379 8.787 30.331 -0.042 -0.056 0.14
O 2.008 16.475 31.611 -0.132 -0.047 -0.122
O 14.312 17.813 33.555 -0.032 -0.259 0.403
O 11.036 19.254 22.576 -0.244 -0.356 -0.556
O 10.752 13.579 22.663 0.16 -0.002 -0.611
O -0.34 15.967 32.782 -0.219 0.138 0.2
O 14.526 17.758 23.425 0.131 0.331 -0.542
O 7.99 5.396 22.527 0.029 0.025 -0.406
O 4.264 18.245 23.411 -0.182 -0.06 -0.105
O 1.893 9.993 23.454 -0.174 -0.269 -0.35
O 12.914 9.421 25.956 0.02 -0.192 -0.271
O 4.62 8.028 31.494 -0.002 0.162 0.445
O 5.09 19.448 25.691 0.066 -0.411 -0.198
O 3.32 8.815 27.504 0.23 0.067 0.169
O 3.234 6.812 33.676 0.122 0.208 0.052
O 8.463 20.904 25.889 -0.244 0.019 -0.127
O 0.245 18.663 29.644 -0.023 0.153 0.09
O 0.816 20.411 33.554 -0.001 -0.044 0.395
O 6.987 8.623 32.701 0.19 -0.163 0.429
O 6.295 19.939 23.349 0.015 0.201 -0.388
O 0.841 10.625 28.459 -0.188 0.126 -0.038
O 1.866 12.58 29.993 -0.089 -0.013 0.198
O 9.971 20.128 28.011 -0.133 0.076 0.211
O 0.889 14.644 23.374 -0.117 -0.017 -0.16
O 11.056 14.712 30.616 0.082 -0.015 0.402
O 0.773 8.689 26.65 -0.093 -0.161 -0.171
O 12.452 20.46 27.299 0.084 -0.082 -0.071
O -1.237 6.663 30.191 -0.023 -0.307 0.156
O 9.593 12.677 30.761 0.133 0.289 0.013
O 3.955 16.683 33.427 -0.192 0.108 -0.021
O 1.998 10.132 30.767 -0.002 -0.088 0.341
O 8.848 7.273 29.582 -0.162 0.071 -0.107
O 8.972 11.782 23.479 0.124 -0.067 -0.117
O 5.417 13.649 22.604 -0.038 -0.11 -0.595
O 12.946 10.489 28.406 0.093 0.088 0.142
O 9.808 11.02 32.723 0.117 0.089 0.576
O 4.16 21.078 27.678 0.355 0.147 -0.049
O 12.936 7.574 33.032 0.309 -0.092 0.433
O 8.162 21.213 30.487 0.291 -0.003 0.451
O -1.2 10.55 26.801 -0.111 0.134 0.021
O 7.69 18.987 27.519 -0.237 0.108 -0.11
O 0.122 19.19 22.494 0.111 0.233 -0.35
O -1.902 12.255 33.537 0.008 0.031 0.649
O 11.084 21.9 33.14 -0.188 -0.031 0.129
O -1.397 20.339 30.692 -0.028 0.142 0.272
O -0.186 16.036 27.494 0.075 0.148 0.163
O 2.723 7.584 25.28 -0.09 0.209 -0.187
O 3.4 21.354 25.199 -0.235 -0.045 -0.052
O 9.948 19.691 31.704 0.235 0.118 0.173
O 8.144 7.189 25.737 0.053 0.306 -0.535
O 13.181 16.044 31.254 -0.16 -0.289 0.444
O 2.393 14.94 28.929 -0.03 0.144 0.287
O 11.292 16.757 25.032 0.112 -0.126 0.036
O 12.916 7.002 24.89 0.076 0.081 -0.322
O 9.583 15.221 28.447 -0.155 -0.101 0.108
O 0.216 13.552 28.211 0.278 -0.058 -0.178
O 2.673 16.377 22.61 0.05 -0.05 -0.495
O 11.668 13.592 28.222 -0.024 -0.037 -0.035
O 7.027 12.259 30.673 0.045 0.042 0.117
O 1.678 14.232 32.987 -0.185 0.056 -0.131
O -0.985 8.634 28.555 -0.002 -0.32 0.031
O 1.553 8.562 32.819 0.205 -0.09 0.212
O 8.817 10.25 30.334 -0.03 -0.148 0.119
O 4.26 16.668 28.315 0.056 0.087 -0.001
O -0.418 9.016 31.11 -0.038 0.206 0.116
O 2.942 18.641 29.432 0.199 -0.035 0.342
O 12.772 4.708 23.472 -0.264 -0.186 -0.254
O 14.36 21.303 25.678 0.009 0.249 -0.443
O 11.458 10.689 30.596 0.044 0.334 0.188
O 7.809 10.828 25.737 0.21 0.099 -0.557
O 14.118 18.736 25.928 0.062 -0.249 -0.249
O 6.063 12.633 26.36 -0.174 -0.011 -0.295
O 3.439 11.132 28.518 0.069 0.29 0.188
O 6.563 17.585 24.571 0.063 0.123 -0.125
O 2.686 18.81 32.621 0.085 0.01 0.236
O 7.336 11.12 28.305 0.236 -0.133 0.017
O 14.122 14.204 27.518 0.085 -0.172 -0.056
O 11.848 20.24 29.913 0.282 0.05 0.339
O 7.492 5.773 27.984 -0.225 -0.082 0.038
O 11.449 17.825 30.548 -0.215 0.241 0.356
O 5.399 10.189 26.849 0.133 0.087 -0.301
O 13.055 21.931 31.428 -0.24 -0.113 0.131
O 4.438 17.338 31 -0.291 0.031 0.505
O 6.221 6.573 30.098 -0.171 0.054 0.138
O 7.337 16.677 28.701 0.047 0.098 0.026
O 8.899 9.172 24.069 0.031 -0.021 -0.234
O 10.671 8.092 25.67 -0.07 0.117 -0.383
O 11.094 6.088 28.631 0.028 -0.196 -0.104
O 4.967 21.842 32.279 -0.136 -0.146 0.881
O 0.061 17.346 25.287 -0.062 -0.046 -0.217
O 7.31 15.353 23.308 0.134 0.084 -0.352
O 6.207 9.779 30.387 -0.113 -0.312 0.398
O 2.292 16.061 26.523 -0.062 0.057 -0.262
O 3.049 10.842 25.795 -0.345 0.339 -0.506
O 14.94 6.232 23.396 0.295 -0.015 -0.068
O 7.94 14.769 30.477 -0.2 -0.018 0.575
O 7.032 14.248 28.057 0.074 -0.011 -0.055
O 1.708 20.715 28.749 0.063 0.019 0.1
O 8.077 18.633 30.191 0.296 -0.043 0.38
O 12.086 14.385 25.746 0.026 0.201 -0.463
O 2.138 6.599 27.726 -0.169 -0.124 0.051
O 3.332 6.43 22.986 0.225 -0.014 -0.424
O 6.218 15.242 25.713 0.194 0.416 -0.272
O 4.331 14.342 27.227 0.016 -0.089 -0.048
O 6.723 10.317 23.314 -0.107 -0.083 -0.212
O 12.173 16.152 28.731 0.101 -0.056 0.038
O 13.898 16.235 25.414 0.155 -0.241 -0.184
O 5.949 5.656 25.884 -0.048 0.009 -0.117
O 9.768 18.642 25.838 0.139 -0.188 -0.328
O 5.647 18.711 29.109 -0.157 0.087 0.172
O 13.98 18.023 29.573 -0.001 -0.148 0.025
O -1.391 20.031 28.054 0.126 0.216 -0.174
O -0.32 14.089 25.647 0.307 -0.293 -0.63
O 3.608 22.314 29.952 0.221 0.169 0.561
H 1.997 20.658 23.035 0.088 0.039 -0.001
H 1.176 5.897 24.322 0.11 -0.102 -0.135

Results
total energy: -101251.077 eV
total energy less fixed offsets of H -15.91, O -438.35, Si -107.03 eV per atom: -4.407 eV
